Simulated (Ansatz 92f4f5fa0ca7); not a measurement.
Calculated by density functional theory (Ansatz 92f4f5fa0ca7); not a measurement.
Periodic cell of 171 atoms, Si99O72, from a study of silicon, its oxide and their interface. The atomic structure is a simulated model.

Settings: functional r2SCAN; potential files Ansatz norm-conserving; basis plane waves; wave-function cutoff 1300 eV; density cutoff ratio 4; exchange-correlation grid ratio 1; k mesh 2 x 2 x 1, shifted by 0.5 0.5 0.5 of a step; self-consistency stop 5e-08 eV per atom in the density residual; occupations Fermi-Dirac, 0.05 eV; spin none; net charge 0.

Cell vectors (angstrom)
a  11.5403  0  0
b  0  11.5403  0
c  4.9985  -3.9775  22.9522

Atoms: element, x, y, z (angstrom)
Si  6.9883  2.4044  0.3731
Si  6.9642  5.4379  0.5135
Si  7.0113  8.4481  -0.1889
Si  -0.7943  2.4332  -0.0432
Si  -0.747  5.5165  0.4752
Si  -0.7932  8.5651  -0.1333
Si  3.2348  2.6425  -0.1377
Si  3.1215  5.6495  0.5143
Si  3.0806  8.6683  -0.1344
Si  8.9622  1.8729  1.4602
Si  8.8923  5.5562  1.773
Si  8.8594  9.1866  1.1627
Si  1.2478  1.8774  1.0769
Si  1.1795  5.5577  1.744
Si  1.1607  9.2498  1.1484
Si  4.9718  1.9238  1.3955
Si  5.042  5.5934  1.7865
Si  5.0662  9.2578  1.0684
Si  8.9158  3.6105  2.98
Si  8.8808  7.5806  2.8678
Si  8.8933  11.2571  2.5214
Si  1.2147  3.5228  2.8193
Si  1.1843  7.587  2.8216
Si  1.201  11.3493  2.4171
Si  5.0132  3.6211  2.9677
Si  5.0484  7.6428  2.8313
Si  5.0297  11.2936  2.4826
Si  6.9624  3.6615  4.2591
Si  6.9574  7.6214  4.2203
Si  6.9578  11.2802  3.9483
Si  -0.6717  3.5758  4.2171
Si  -0.716  7.5801  4.1787
Si  -0.6992  11.3063  3.9164
Si  3.0802  3.5675  4.2407
Si  3.1047  7.5862  4.1705
Si  3.0948  11.3051  3.9179
Si  6.9873  1.6329  5.3976
Si  6.9457  5.6617  5.5007
Si  6.9671  9.5125  5.5982
Si  -0.773  1.6044  5.4537
Si  -0.7147  5.5845  5.3855
Si  -0.6116  9.5062  5.4985
Si  3.1423  1.5926  5.4908
Si  3.1414  5.5794  5.4033
Si  3.0138  9.5131  5.5057
Si  8.8208  1.6926  6.8512
Si  8.931  5.6654  6.7563
Si  9.0492  9.5494  6.885
Si  1.1509  1.5182  6.8107
Si  1.2086  5.5349  6.6827
Si  1.1927  9.4492  7.0553
Si  5.1509  1.6702  6.8231
Si  5.0027  5.6324  6.8368
Si  4.8968  9.4646  6.8896
Si  8.862  3.7634  8.0756
Si  9.0165  7.5529  8.1518
Si  8.9581  11.4155  8.3447
Si  1.1787  3.5589  7.8969
Si  1.2055  7.2714  8.1758
Si  1.1063  11.4095  8.5306
Si  5.176  3.6858  8.1235
Si  4.7872  7.4958  8.2818
Si  5.0245  11.3548  8.253
Si  7.0644  4.5158  9.4801
Si  6.928  7.6568  9.1584
Si  6.9931  10.7881  9.4671
Si  10.8408  3.7096  9.2775
Si  10.9227  6.8652  9.5799
Si  10.711  12.1394  9.8947
Si  3.1213  3.4898  9.1497
Si  2.8244  6.502  9.7866
Si  3.1408  11.9395  9.5944
Si  3.2949  7.2659  17.8981
Si  7.1619  4.1696  12.5159
Si  5.3726  2.1158  13.4431
Si  2.5434  9.3133  13.9848
Si  5.0308  0.1222  18.6242
Si  9.4415  6.9079  18.9289
Si  4.0625  11.3142  12.4054
Si  10.6807  6.343  14.3511
Si  5.0068  7.951  15.3846
Si  9.3492  10.6286  17.0532
Si  10.1775  1.2948  15.2709
Si  5.4685  1.5339  16.3316
Si  5.9878  2.7893  18.8475
Si  11.5796  10.4683  15.1841
Si  7.4278  5.1073  19.7954
Si  4.5042  5.1663  19.7597
Si  9.8217  11.1795  12.8699
Si  6.9252  11.4001  12.347
Si  6.5441  10.3746  16.5609
Si  0.9435  7.6148  12.0279
Si  9.2249  9.5622  19.8128
Si  11.8627  5.9493  20.0072
Si  11.8785  6.5424  17.2843
Si  7.7139  6.3181  14.4264
Si  9.165  3.9557  14.543
Si  12.1879  8.8097  20.5866
Si  3.3588  9.6194  20.0043
O  3.9164  11.0684  19.5841
O  7.0464  1.2125  -0.7661
O  4.6404  3.6275  19.2284
O  6.9654  6.7919  -0.4619
O  7.2518  8.9347  -1.755
O  12.7045  7.3424  20.1163
O  -0.7965  4.0823  -0.3882
O  -1.0022  1.6375  -1.5051
O  -0.7435  6.9075  -0.4538
O  -0.9561  9.2388  -1.6407
O  11.3081  7.8295  10.9019
O  10.3142  6.4137  20.219
O  8.5341  8.2156  19.2045
O  6.4953  0.3337  15.9237
O  8.1145  4.9754  15.3292
O  3.117  7.0161  -0.4321
O  2.9665  9.3325  -1.6498
O  9.3062  0.5999  16.4596
O  6.9917  9.1603  9.9817
O  7.055  11.7957  10.7772
O  6.7126  1.2053  13.2374
O  6.0396  10.4859  18.1106
O  10.8856  5.2259  10.0666
O  9.7136  1.0147  13.7353
O  10.7145  9.9253  16.4754
O  1.4526  9.6578  15.1739
O  10.803  2.266  10.1806
O  10.7642  10.1851  13.7742
O  3.0448  4.8686  10.0757
O  8.4181  5.6922  18.6353
O  10.5054  7.3097  17.7576
O  5.6854  3.6357  12.978
O  3.0857  2.0379  9.9898
O  3.3015  11.0733  10.9976
O  3.4525  5.9278  18.7967
O  3.2202  10.7416  13.6528
O  4.3804  7.2006  16.6818
O  9.9144  2.8795  15.502
O  10.8012  9.2781  19.9529
O  4.3407  0.8394  17.3057
O  4.2054  1.3907  12.5868
O  5.5264  10.5601  12.4803
O  7.3299  5.7468  12.9271
O  3.7123  8.2162  14.3861
O  9.1904  7.116  14.4164
O  11.5116  6.1786  15.7546
O  5.9831  5.8428  19.6121
O  2.1858  6.8589  11.2795
O  8.3119  3.3342  13.3166
O  10.3569  4.8312  13.873
O  3.1496  4.2828  -0.4151
O  7.3086  3.8215  10.948
O  8.2817  10.6089  12.7863
O  9.1801  10.7309  18.6733
O  10.4508  -0.1159  11.3836
O  1.7729  7.3329  17.2838
O  8.0564  9.8044  16.4847
O  6.9896  6.1345  9.9081
O  12.039  5.3779  18.4606
O  1.7042  8.8987  12.6648
O  7.2737  3.5131  19.5039
O  3.5123  2.2054  -1.7155
O  11.7438  6.9355  13.3026
O  6.3562  7.1145  14.9029
O  5.8689  1.2708  19.4186
O  1.7627  9.867  20.1095
O  5.548  9.4285  15.7347
O  3.6569  -2.9916  18.8217
O  6.1807  2.6975  17.2233
O  6.9742  3.9665  -0.3122
O  4.8788  2.1879  14.9908
O  11.6677  0.5752  15.3647

Results
free energy: -45072.397 eV
free energy less fixed offsets of O -463.61, Si -117.95 eV per atom: -15.427 eV
pressure: -1.90 GPa
stress xx, yy, zz, yz, xz, xy (GPa, positive in tension): 1.13, 2.96, 1.6, -0.03, -0.04, -0.78

Forces (eV/angstrom), in the order of the atoms: element, x, y, z
Si  0.0262  0.1772  -0.8376
Si  -0.0047  -0.0382  -0.9823
Si  0.1245  -0.2513  -0.6427
Si  -0.1127  0.2524  -0.7691
Si  0.0361  -0.0371  -0.9511
Si  0.0275  -0.2795  -0.7278
Si  0.1536  0.2756  -1.0086
Si  -0.0598  0.0401  -0.9261
Si  -0.0335  -0.2933  -0.7545
Si  0.0843  0.0661  -0.0863
Si  0.0139  -0.0542  -0.1581
Si  -0.0168  0.0042  -0.0441
Si  -0.0281  0.0685  -0.1079
Si  0.0183  0.0609  -0.1863
Si  -0.0763  -0.0646  -0.1753
Si  -0.0578  0.0381  -0.1527
Si  -0.0447  -0.0565  -0.1335
Si  -0.0028  -0.1172  -0.1105
Si  0.1301  -0.0844  0.4309
Si  -0.0584  0.1862  0.3737
Si  -0.0188  -0.1895  -0.0976
Si  0.0326  -0.1092  0.179
Si  -0.0601  0.1015  0.3027
Si  0.0042  0.0196  -0.1413
Si  -0.0964  -0.0796  0.3927
Si  0.0811  0.2788  0.3044
Si  0.0223  -0.0798  -0.0697
Si  0.0067  -0.142  -0.0328
Si  0.0242  0.0193  -0.1407
Si  -0.0061  0.0908  0.0065
Si  -0.1052  -0.0787  -0.1037
Si  0.1333  0.054  -0.1096
Si  0.0047  0.0434  -0.0138
Si  0.0586  -0.0891  -0.1057
Si  -0.1044  0.0042  -0.0996
Si  0.0165  0.0323  0.0023
Si  -0.0608  0.0106  -0.0235
Si  -0.005  0.0262  0.1084
Si  0.0162  -0.059  0.1381
Si  0.0833  -0.0375  0.106
Si  0.0593  0.127  0.162
Si  -0.2418  -0.0731  -0.0425
Si  -0.0555  0.0152  0.0871
Si  -0.0376  0.1166  0.1373
Si  0.2262  -0.0496  -0.0515
Si  -0.0235  0.053  -0.0103
Si  0.1122  0.0424  -0.3149
Si  0.0596  0.0773  -0.1024
Si  -0.0033  -0.1706  -0.2641
Si  -0.0316  -0.0206  -0.2838
Si  0.0009  0.0103  0.2966
Si  0.0579  -0.0148  -0.0445
Si  -0.077  0.0005  -0.2102
Si  -0.1241  -0.0317  -0.065
Si  -0.206  0.054  0.0929
Si  0.3169  -0.1533  0.2645
Si  0.0466  0.0567  0.1182
Si  -0.0256  0.0789  0.1233
Si  -0.0092  -0.104  0.3108
Si  -0.0238  0.1778  0.0349
Si  0.2151  0.0995  0.1101
Si  -0.0795  -0.1855  0.3039
Si  0.0299  0.0522  0.2502
Si  0.0167  -0.185  0.5695
Si  0.0815  0.0601  0.6706
Si  -0.1204  -0.2597  0.465
Si  -0.0106  0.0501  0.6647
Si  -0.0934  -0.1255  0.3397
Si  -0.2309  0.0695  0.523
Si  0.0615  -0.2429  0.7504
Si  -0.2418  -0.1413  0.4338
Si  0.1359  0.3001  0.5431
Si  -0.1048  -0.0057  -0.1985
Si  -0.0543  -0.0671  0.2918
Si  -0.0692  0.2452  0.2303
Si  0.0409  0.0342  0.4411
Si  -0.0916  0.0597  0.164
Si  -0.0411  0.0937  -0.3775
Si  -0.0536  0.0524  0.3371
Si  -0.0493  -0.1661  0.219
Si  0.085  -0.0832  0.1525
Si  -0.0044  -0.0978  0.0309
Si  -0.1273  0.2968  0.2584
Si  -0.1128  0.2284  -0.1953
Si  0.1042  -0.1515  -0.0145
Si  0.2781  -0.2872  0.3111
Si  0.0052  -0.1005  -0.6196
Si  0.0417  -0.0218  -0.487
Si  -0.0728  -0.0118  0.2568
Si  -0.0098  0.0774  0.3637
Si  0.0101  -0.1206  -0.0558
Si  0.0824  0.0392  0.2976
Si  -0.1042  -0.0606  -0.3538
Si  -0.0658  0.0187  -0.2833
Si  0.0068  0.1294  -0.1483
Si  -0.0392  0.1051  0.195
Si  0.1401  -0.044  0.1654
Si  0.0753  0.0861  -0.2717
Si  -0.1604  0.176  -0.476
O  0.1416  -0.2424  0.0311
O  -0.0649  0.3421  -0.104
O  0.2095  0.2029  0.2101
O  -0.0253  0.3684  0.6771
O  -0.1003  -0.0793  0.4395
O  -0.1208  -0.0256  0.0658
O  0.0363  -0.3858  0.4729
O  0.0787  0.4188  0.5439
O  0.0015  0.4447  0.5415
O  0.1245  -0.2936  0.4883
O  -0.1369  -0.4409  -0.2483
O  0.1236  -0.0321  -0.128
O  0.3525  0.0579  0.2096
O  -0.1905  -0.0285  0.2018
O  0.1369  0.0921  -0.4649
O  -0.0083  0.4224  0.6122
O  0.0304  -0.2226  0.5393
O  0.1952  -0.2093  -0.2445
O  -0.0527  0.1642  -0.6938
O  0.0121  -0.3901  -0.0473
O  -0.1716  -0.1765  -0.2344
O  -0.1007  0.2309  -0.1219
O  -0.0295  0.2339  -0.5462
O  0.1098  -0.2876  -0.0466
O  -0.1703  0.3345  -0.2031
O  -0.0936  0.1031  -0.379
O  -0.0583  -0.2445  -0.5966
O  -0.0574  0.2111  -0.0553
O  0.0686  0.6226  -0.5618
O  -0.0642  0.071  0.492
O  0.0079  -0.2365  0.2731
O  0.2513  -0.2245  -0.0924
O  0.0962  -0.2497  -0.6171
O  0.0432  0.2968  -0.2168
O  0.1889  -0.0249  0.2574
O  0.0838  -0.0804  -0.3084
O  -0.1045  0.1608  0.0412
O  -0.1114  -0.1899  -0.3456
O  0.0535  -0.0559  0.2069
O  0.5552  -0.0803  0.1179
O  0.23  -0.3275  -0.0011
O  -0.0419  0.3188  -0.1409
O  0.1247  -0.2301  0.0782
O  -0.121  0.2169  -0.0726
O  0.0027  -0.3365  -0.0867
O  -0.1471  0.0774  -0.0344
O  0.0101  -0.2819  0.2327
O  0.1196  0.0633  -0.4576
O  -0.1243  0.269  -0.0099
O  -0.2215  0.1561  0.1315
O  0.0269  -0.4139  0.6613
O  -0.1168  0.2951  -0.2684
O  0.0381  0.2536  -0.2073
O  -0.0233  -0.3216  0.0385
O  0.089  0.3068  -0.3838
O  0.0151  -0.1421  0.164
O  0.0351  0.3424  0.1238
O  -0.0308  -0.2194  -0.4509
O  -0.0696  0.403  0.3793
O  -0.0961  -0.1372  -0.1007
O  -0.259  0.3287  0.1045
O  -0.1097  0.0911  0.6795
O  0.1237  0.1521  -0.4081
O  0.0493  -0.0154  -0.0495
O  -0.156  0.0718  -0.2229
O  0.1469  -0.3351  0.2967
O  0.0117  -0.0424  0.0488
O  -0.0869  0.0762  0.2763
O  -0.1893  -0.199  0.1882
O  -0.0286  -0.3414  0.8658
O  0.2987  -0.2378  -0.1621
O  -0.3832  -0.2213  -0.1227

The program warned: the forces do not sum to zero within the program's tolerance.
